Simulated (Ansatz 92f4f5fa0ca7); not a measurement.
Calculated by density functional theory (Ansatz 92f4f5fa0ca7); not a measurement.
Periodic cell of 372 atoms, Si256O116, from a study of silicon, its oxide and their interface. The atomic structure is a simulated model.

Settings
functional: r2SCAN
potential files: Ansatz PAW
basis: plane waves
wave-function cutoff: 800 eV
density cutoff ratio: 5
exchange-correlation grid ratio: 1
k mesh: 1 x 1 x 1, Gamma-centred
self-consistency stop: 1e-10 eV per atom in the density residual
occupations: fixed
spin: none
net charge: 0

Cell vectors (angstrom)
a, 16.3305, 0, 0
b, 0, 16.3305, 0
c, 0, 0, 24.5009

Atoms and the computed forces on them: element, x, y, z (angstrom), force x, y, z (eV/angstrom)
Si, -0.7258, 0.5079, 0.0918, 0.0115, -0.0079, -0.0906
Si, 2.0249, 3.0106, -0.1518, 0, -0.0305, -0.1134
Si, 0.0665, 5.3207, 0.4014, 0.0017, 0.0029, -0.0527
Si, 2.8185, 8.1057, 0.4353, 0.0054, 0.0032, -0.0627
Si, 0.8417, 10.4412, -0.0907, 0.0132, 0.0254, -0.1015
Si, 2.8355, 13.728, -0.0409, 0.0024, -0.0016, -0.1206
Si, 5.465, 0.1951, -0.3036, -0.0018, 0.0144, -0.123
Si, 8.4866, 2.4235, 0.1411, -0.0164, 0.0042, -0.1048
Si, 5.0037, 5.9432, -0.0036, 0.0233, 0.0015, -0.1099
Si, 8.0031, 8.1847, 0.1336, 0.0189, -0.018, -0.098
Si, 5.6978, 10.2855, 0.0305, -0.0276, -0.0147, -0.1143
Si, 8.5013, 13.4364, 0.3875, 0.0026, 0.0176, -0.081
Si, 10.7651, 0.2492, 0.3219, 0.0097, -0.0053, -0.0951
Si, 13.5247, 2.7387, 0.4898, -0.0011, 0.0014, -0.049
Si, 11.4078, 4.9304, 0.0745, -0.0199, 0.0197, -0.0941
Si, 14.2437, 7.4594, -0.2004, -0.0198, 0.0016, -0.124
Si, 10.4811, 11.0912, -0.0946, 0.0041, -0.0123, -0.1172
Si, 13.5506, 13.2524, -0.298, -0.0063, -0.0149, -0.1424
Si, 1.1073, 1.4236, 1.3392, -0.0012, -0.0008, 0.0061
Si, 3.9214, 4.065, 1.0565, 0.0001, -0.0016, 0.0029
Si, 1.4182, 6.7236, 1.6374, 0.0004, 0.001, 0.0059
Si, 4.231, 9.4561, 1.6553, -0.0009, 0.0019, 0.0076
Si, 1.6304, 12.1602, 1.3147, 0.0008, 0.0049, 0.0037
Si, 4.2139, 15.1074, 1.2029, -0.0003, -0.0041, 0.005
Si, 6.8568, 1.2616, 1.31, -0.0044, 0.0015, 0.0063
Si, 9.6336, 4.0406, 1.3726, 0.0002, -0.0029, 0.0051
Si, 6.7156, 6.7503, 1.4343, -0.0011, 0.0022, 0.0049
Si, 9.5241, 9.4728, 1.3288, -0.0005, 0.001, 0.0077
Si, 6.7572, 12.1362, 1.2417, 0.0049, -0.0032, 0.0096
Si, 9.726, 14.9163, 1.6458, -0.0051, 0.0113, -0.0006
Si, 12.213, 1.3331, 1.7443, -0.0027, -0.001, 0.004
Si, 14.9716, 4.0623, 1.7129, -0.0008, 0.0001, 0.004
Si, 12.4808, 6.6681, 1.2493, 0.0015, -0.0017, 0.0062
Si, 15.2209, 9.3741, 0.9721, 0.0013, 0.0002, 0.0043
Si, 12.2166, 12.0891, 1.2187, -0.0018, 0.0015, 0.0076
Si, 14.8239, 14.8436, 1.1447, -0.0038, 0.0022, 0.0049
Si, -0.0097, 2.6693, 2.9507, 0.0014, -0.0022, -0.0019
Si, 2.6706, 0.0382, 2.5429, 0.0002, -0.0013, -0.0057
Si, 0.0141, 8.1973, 2.7417, -0.0018, 0.0031, -0.0027
Si, 2.8038, 5.2994, 2.7973, 0.0014, -0.0027, 0.0004
Si, 0.0456, 13.5618, 2.4977, 0.0006, -0.0002, -0.0035
Si, 2.8678, 10.9232, 2.851, -0.0048, 0.0013, -0.0034
Si, 5.3791, 2.7155, 2.4963, 0.0007, -0.0007, -0.0014
Si, 8.1899, -0.0409, 2.7949, -0.0012, -0.0019, -0.0024
Si, 5.5297, 8.074, 2.9533, -0.001, -0.0022, -0.0006
Si, 8.1825, 5.3846, 2.6661, -0.0011, 0.0019, -0.0027
Si, 5.4944, 13.6367, 2.6117, -0.0017, 0.0049, -0.0019
Si, 8.1533, 10.8389, 2.7075, -0.0006, -0.0006, 0.0004
Si, 10.8241, 2.7399, 2.9443, 0.0012, 0.0035, -0.0025
Si, 13.6112, -0.1966, 2.7982, 0.0066, -0.0005, -0.0024
Si, 11.008, 8.0868, 2.5517, -0.0008, 0.0002, -0.0027
Si, 13.6179, 5.483, 2.9183, -0.0024, 0.0025, -0.0015
Si, 11.0685, 13.4736, 2.8217, 0.0034, -0.0042, -0.0015
Si, 13.7413, 10.7263, 2.4299, -0.0022, -0.0013, -0.0031
Si, 1.3957, 4.0489, 4.1981, 0, 0.0048, -0.0003
Si, 4.0448, 1.3799, 3.9531, -0.0007, 0.001, 0.0007
Si, 1.4055, 9.5399, 4.0955, -0.0004, -0.0029, 0.0009
Si, 4.1023, 6.7062, 4.1792, -0.0026, 0.0011, -0.0033
Si, 1.359, 14.9529, 3.9356, -0.0025, 0.0006, -0.0012
Si, 4.1753, 12.3454, 4.1151, 0.0027, -0.0002, -0.0002
Si, 6.7713, 4.0134, 3.9834, -0.0013, 0.0015, -0.0003
Si, 9.4724, 1.3322, 4.2033, 0.001, -0.0017, -0.0008
Si, 6.8713, 9.5264, 4.1738, 0.0006, 0.0024, -0.0015
Si, 9.5735, 6.7866, 3.9856, 0.0016, -0.0008, -0.0005
Si, 6.8215, 14.9212, 4.0859, 0.0009, -0.0031, -0.0007
Si, 9.546, 12.1909, 4.0675, 0, -0.0028, -0.0012
Si, 12.2277, 4.1065, 4.2182, 0.0006, -0.0019, 0.0011
Si, 14.9397, 1.2418, 4.1582, -0.0052, 0.0016, 0.0004
Si, 12.35, 9.4688, 3.9316, 0.0021, -0.0002, 0.0012
Si, 15.0087, 6.869, 4.1726, 0.0043, 0.0007, -0.0027
Si, 12.3002, 14.8619, 4.2173, -0.0003, 0.0022, -0.0019
Si, 15.0166, 12.1815, 3.8878, 0.0005, -0.0007, -0.0013
Si, 0.0387, -0.0718, 5.4328, 0.0015, -0.0005, 0.0001
Si, 2.7596, 2.6752, 5.4733, 0.001, 0.0013, 0.0011
Si, 0.0291, 5.4629, 5.4929, 0.0009, 0.0009, -0.0007
Si, 2.7243, 8.1364, 5.4599, -0.0001, 0.0002, 0.0005
Si, 0.018, 10.9109, 5.3981, 0.0002, 0.0005, 0.0011
Si, 2.7184, 13.6597, 5.3993, -0.0002, -0.0007, -0.0004
Si, 5.4091, 0.0072, 5.3669, -0.0009, 0.001, 0.0008
Si, 8.0881, 2.7102, 5.4736, 0.0003, 0.0018, -0.001
Si, 5.4878, 5.3667, 5.4619, -0.0008, 0.0004, 0.001
Si, 8.247, 8.1331, 5.4331, 0.0002, -0.0004, -0.0006
Si, 5.493, 10.926, 5.4682, 0.0008, -0.0013, 0.0005
Si, 8.1998, 13.5775, 5.4418, -0.0003, -0.0003, 0.0013
Si, 10.8856, -0.0501, 5.4878, 0.0008, 0.0019, 0.0005
Si, 13.5904, 2.676, 5.4863, 0.001, 0.0019, -0.0003
Si, 10.8484, 5.4739, 5.4951, 0.0016, 0.0009, -0.0004
Si, 13.6155, 8.2033, 5.4728, 0.0004, 0.0009, 0.0016
Si, 10.9534, 10.8137, 5.3526, 0.0008, -0.0007, -0.0003
Si, 13.7117, 13.5001, 5.4302, 0.0006, -0.0022, -0.0009
Si, 1.365, 1.3272, 6.7993, 0, 0, -0.0001
Si, 4.0848, 4.0662, 6.8288, 0.0008, -0.0005, 0.0001
Si, 1.3688, 6.8179, 6.8607, -0.0005, 0.0001, 0.0013
Si, 4.0951, 9.5406, 6.7786, 0.0001, 0.0011, 0.0008
Si, 1.3703, 12.2833, 6.7719, 0.0006, -0.0011, -0.0003
Si, 4.0609, 15.0121, 6.7835, 0.0004, 0.0012, 0.0011
Si, 6.739, 1.3463, 6.8155, 0.0003, 0, -0.0001
Si, 9.4744, 4.083, 6.8221, 0.0002, 0.0012, -0.0002
Si, 6.8362, 6.7802, 6.7782, 0.0004, 0.0003, -0.0004
Si, 9.5882, 9.5024, 6.7732, -0.0007, 0, 0.0011
Si, 6.8451, 12.2577, 6.8333, -0.002, 0.0015, -0.0001
Si, 9.5201, 14.9431, 6.8346, 0.0007, -0.0006, -0.0022
Si, 12.2152, 1.345, 6.842, 0.0001, -0.0003, -0.0005
Si, 14.9618, 4.08, 6.8041, -0.0003, -0.0007, 0.0022
Si, 12.2351, 6.8399, 6.8224, -0.001, -0.0018, 0.0001
Si, 14.99, 9.5724, 6.8053, -0.0001, -0.0001, 0.0004
Si, 12.2811, 12.1901, 6.7566, -0.0001, 0.0001, 0.0015
Si, 14.9971, 14.9304, 6.7975, -0.0009, 0.0015, 0.0005
Si, -0.0023, 2.7202, 8.1427, 0.0005, -0.001, 0.0006
Si, 2.7117, 0.0144, 8.187, 0.0006, 0.0003, 0.0001
Si, -0.0004, 8.1944, 8.1832, 0.0012, 0, 0.0006
Si, 2.7231, 5.4436, 8.205, 0.0003, 0.0008, 0.0006
Si, 0.0118, 13.6247, 8.1636, 0, -0.0006, 0.0002
Si, 2.7423, 10.9129, 8.1399, 0.0001, -0.0004, 0.0015
Si, 5.4061, 2.73, 8.1914, 0.0004, 0.0003, -0.0001
Si, 8.143, -0.0011, 8.1691, 0.0003, 0.0009, -0.0004
Si, 5.4459, 8.1537, 8.1259, 0.0013, -0.0008, 0.0012
Si, 8.1479, 5.4495, 8.1859, 0.0002, -0.0006, 0.0003
Si, 5.4508, 13.6437, 8.1413, 0.0007, -0.0021, 0.0002
Si, 8.2086, 10.8638, 8.1393, -0.0004, -0.0003, -0.0005
Si, 10.8439, 2.7112, 8.1934, -0.0004, 0.0004, 0.0015
Si, 13.614, 0.0003, 8.1578, 0.0008, -0.0008, 0.0005
Si, 10.8875, 8.1823, 8.1898, 0.0016, 0.0002, -0.0004
Si, 13.5906, 5.4526, 8.1614, -0.001, 0.0013, 0.0008
Si, 10.9183, 13.5661, 8.1321, 0, 0.0015, 0.001
Si, 13.6242, 10.8999, 8.18, 0.001, 0.0008, 0.0015
Si, 1.3073, 4.0916, 9.5372, 0.0006, -0.0006, 0.0001
Si, 4.0236, 1.4185, 9.5436, -0.0006, 0.0015, 0.0002
Si, 1.3881, 9.5585, 9.5178, 0.0005, -0.0008, 0.0008
Si, 4.0821, 6.8311, 9.5513, 0.0001, -0.0006, 0.0003
Si, 1.3185, 15.0078, 9.5272, -0.0008, 0.0007, 0.0007
Si, 4.1082, 12.2803, 9.5146, 0.001, 0.0003, 0.0005
Si, 6.7558, 4.1161, 9.5285, -0.0003, 0.0008, 0.0012
Si, 9.4768, 1.3567, 9.5752, 0.0001, 0.0003, 0.001
Si, 6.8118, 9.5087, 9.4782, 0.0015, 0.0001, 0
Si, 9.5069, 6.8186, 9.5235, 0.0002, 0.0011, 0.0014
Si, 6.7865, 14.993, 9.5402, -0.0003, 0.0003, 0.0003
Si, 9.5495, 12.2264, 9.5068, -0.0003, -0.0004, 0.0004
Si, 12.2136, 4.1025, 9.5286, 0.0019, -0.0007, 0.0006
Si, 14.9432, 1.4169, 9.5256, 0.0003, 0.0011, 0.0003
Si, 12.2403, 9.5538, 9.5202, 0.0013, 0.0002, 0.0014
Si, 14.9397, 6.832, 9.5288, 0.0005, -0.0004, 0.0015
Si, 12.2419, 14.9684, 9.4961, -0.0001, 0.0003, 0.0012
Si, 14.975, 12.2943, 9.5231, 0.0011, -0.0003, 0.0018
Si, -0.0323, 0.08, 10.8916, -0.0009, 0.0006, 0.0003
Si, 2.6512, 2.7653, 10.9267, 0.0009, 0.0001, 0.0001
Si, -0.0609, 5.4583, 10.9089, 0.0018, 0.0013, 0.0007
Si, 2.7179, 8.2, 10.9306, 0.0001, -0.0009, 0.0005
Si, 0.0216, 10.9299, 10.8383, -0.0003, -0.0022, 0.0002
Si, 2.6945, 13.6476, 10.8311, 0.0016, -0.0011, 0.0008
Si, 5.4199, 0.0845, 10.8504, 0.0014, 0.0012, -0.0005
Si, 8.0746, 2.7585, 10.8916, -0.0002, -0.0002, -0.0003
Si, 5.4487, 5.4926, 10.9299, 0.0015, -0.0006, 0
Si, 8.1517, 8.1783, 10.8714, 0.0002, 0.0015, 0.0002
Si, 5.4796, 10.8708, 10.8634, -0.0011, -0.0001, 0.0015
Si, 8.169, 13.5839, 10.8527, 0.0013, -0.0003, 0.0007
Si, 10.8664, -0.0507, 10.9009, 0.0018, -0.0012, -0.0006
Si, 13.6006, 2.8025, 10.9214, 0.0001, 0, -0.0003
Si, 10.8322, 5.4478, 10.8821, 0.002, 0.0005, -0.0001
Si, 13.5484, 8.1806, 10.8728, -0.0018, 0.0015, 0.0012
Si, 10.9127, 10.9135, 10.8995, 0.0014, 0.0014, -0.0001
Si, 13.631, 13.6849, 10.8813, -0.0012, 0.0011, -0.001
Si, 1.2507, 1.454, 12.3148, 0, 0.0017, 0.0009
Si, 4.013, 4.1625, 12.2399, -0.0003, 0.0017, -0.0002
Si, 1.2951, 6.8248, 12.2551, 0.0015, 0.0005, -0.0014
Si, 4.1329, 9.5458, 12.2858, 0.0001, -0.0008, -0.001
Si, 1.4031, 12.2531, 12.2112, 0.0003, 0.0031, 0.0001
Si, 3.9819, 15.1179, 12.1222, -0.0016, -0.0006, -0.0012
Si, 6.7003, 1.4472, 12.283, -0.0014, 0.0001, 0.0006
Si, 9.4111, 4.1286, 12.2315, 0.0009, 0.0015, -0.0002
Si, 6.8303, 6.8616, 12.3074, 0.0024, 0.0024, 0.0003
Si, 9.5348, 9.5177, 12.2104, -0.0001, -0.001, -0.0005
Si, 6.8548, 12.2074, 12.2336, -0.0004, -0.0006, -0.0036
Si, 9.4838, 14.8992, 12.2836, -0.0003, 0.0014, -0.0002
Si, 12.2468, 1.3693, 12.1921, -0.0016, -0.0004, -0.0006
Si, 14.8729, 4.229, 12.3888, -0.0014, 0.0002, -0.0014
Si, 12.1642, 6.8147, 12.2372, 0.0007, 0.0015, 0.0011
Si, 14.9234, 9.6014, 12.1296, -0.0007, 0.0023, 0.0007
Si, 12.249, 12.3593, 12.2171, 0.002, -0.0017, 0.0009
Si, 14.9659, 15.0666, 12.2703, 0.0013, 0.0005, 0.0007
Si, -0.0289, 2.898, 13.7343, -0.0012, 0.0015, 0.0046
Si, 2.6723, 0.1125, 13.6262, 0.0002, 0.0007, 0.0039
Si, -0.2164, 8.1378, 13.4911, -0.0017, -0.0022, 0.0027
Si, 2.7339, 5.5758, 13.6396, -0.0014, 0.0027, 0.0045
Si, 0.0808, 13.7121, 13.5162, -0.0009, 0.0024, 0.0075
Si, 2.7253, 10.843, 13.6375, 0.0021, -0.002, 0.005
Si, 5.2897, 2.7974, 13.667, 0.0027, -0.0009, 0.0071
Si, 8.0441, -0.008, 13.5316, -0.0009, 0.0006, 0.0032
Si, 5.5208, 8.2664, 13.7122, -0.0014, 0.0023, 0.0079
Si, 8.1549, 5.4769, 13.7158, -0.001, -0.0036, 0.0057
Si, 5.2889, 13.62, 13.2877, -0.0022, -0.0021, 0.0033
Si, 8.3302, 10.9082, 13.6422, -0.0008, -0.0017, 0.0066
Si, 10.7277, 2.6637, 13.4394, -0.003, -0.0001, 0.0048
Si, 13.638, 0.1118, 13.665, 0.0013, -0.004, 0.0063
Si, 10.8192, 8.1246, 13.6156, 0.0016, 0.0004, 0.0057
Si, 13.3801, 5.5735, 13.7909, 0.0026, 0.0029, 0.0043
Si, 10.9173, 13.592, 13.7201, 0.0017, -0.0003, 0.0058
Si, 13.6271, 11.0139, 13.5091, -0.0005, -0.0019, 0.005
Si, 1.5533, 4.1254, 15.0334, 0.0116, -0.02, -0.068
Si, 3.64, 1.7474, 15.0424, -0.0063, 0.0174, -0.0774
Si, 0.9903, 9.6416, 14.7323, 0.0012, 0.0127, -0.0842
Si, 4.3087, 6.7181, 14.9971, 0.0206, -0.0247, -0.0887
Si, 1.6649, 14.7678, 14.9084, 0.0155, -0.0145, -0.097
Si, 3.8832, 12.5372, 14.7832, -0.0225, 0.0048, -0.0775
Si, 6.4334, 4.4089, 14.9124, -0.011, 0.0155, -0.0718
Si, 9.626, 1.1175, 14.8102, 0.0114, -0.007, -0.077
Si, 7.2334, 9.3499, 14.972, 0.0076, -0.0218, -0.0943
Si, 9.3373, 6.9868, 15.137, -0.0155, 0.0181, -0.1152
Si, 6.6335, 14.8514, 14.6606, 0.0016, 0.0042, -0.0761
Si, 10.0615, 11.7903, 15.0702, 0.0129, -0.0113, -0.0784
Si, 12.1137, 3.8279, 14.8622, 0.0195, 0.0045, -0.0867
Si, 14.6411, 1.8271, 15.0109, -0.0016, -0.004, -0.0954
Si, 12.2691, 9.5721, 14.7088, 0.0025, 0.0002, -0.0396
Si, 14.456, 7.3258, 15.0148, -0.0192, 0.0092, -0.0715
Si, 11.9974, 15.3351, 14.8987, -0.0185, 0.0118, -0.099
Si, 15.2965, 12.1259, 14.7624, -0.0035, -0.0146, -0.0951
Si, 13.9345, 15.7357, 20.157, 0.032, 0.0076, -0.1897
Si, -16.7115, 12.3858, 17.7132, 0.0175, 0.0021, -0.1876
Si, -18.3994, -4.9127, 21.784, -0.0196, -0.0101, -0.2001
Si, 1.3458, 9.708, 17.6866, 0.0092, -0.0014, -0.1764
Si, -8.8685, 25.5271, 20.5194, -0.008, -0.0002, -0.1972
Si, 18.5651, -15.0715, 21.601, -0.0338, -0.0135, -0.2134
Si, 1.0435, 15.1753, 17.904, 0.0013, -0.0185, -0.1801
Si, 3.9763, 30.9857, 18.9632, 0.0221, 0.0229, -0.2233
Si, 27.5659, -8.0952, 20.256, -0.0118, -0.0243, -0.1923
Si, 16.6716, -8.8368, 19.6763, 0.0251, -0.017, -0.2228
Si, 9.5193, 15.3893, 18.4212, -0.0035, 0.0232, -0.1922
Si, -0.2509, 5.6546, 17.1455, -0.0024, -0.0105, -0.1832
Si, 5.2162, 21.5475, 21.6188, -0.012, 0.0267, -0.1982
Si, 11.832, -1.1797, 22.3209, -0.0063, 0.0012, -0.216
Si, -24.853, 6.0522, 20.3343, 0.0245, 0.0169, -0.194
Si, 7.8963, 18.1703, 21.8101, 0.0401, 0.012, -0.2134
Si, -22.6528, 6.2528, 18.2218, 0.025, -0.0378, -0.2231
Si, 9.3576, -2.6489, 20.9452, 0.0104, 0.0084, -0.2104
Si, -8.6857, 2.3863, 16.9386, -0.0144, 0.0061, -0.1767
Si, -10.9057, 12.3726, 17.4672, 0.0184, -0.0056, -0.165
Si, 8.2039, -2.8952, 16.6252, 0.01, -0.0368, -0.1455
Si, 16.1933, 17.5129, 19.6677, -0.0486, 0.0125, -0.2079
Si, -22.6489, -5.7241, 21.4327, -0.0337, -0.0113, -0.1879
Si, -11.3997, 18.4633, 21.8611, 0.0061, 0.0222, -0.1767
Si, 14.0433, -8.0575, 21.342, 0.038, -0.0049, -0.2179
Si, 0.6107, -3.9363, 21.85, -0.0101, 0.0197, -0.1834
Si, -12.9118, 29.25, 21.3668, 0.0336, 0.0194, -0.2146
Si, 0.925, 31.6008, 22.8409, 0.015, -0.0144, -0.1687
Si, -1.7, 2.934, 17.768, -0.0147, 0.0128, -0.1746
Si, 3.8826, 24.5452, 17.711, 0.0044, 0.0037, -0.1965
Si, 20.9487, 26.441, 21.6106, 0.007, -0.0382, -0.2171
Si, 13.7181, 29.262, 19.5593, 0.0074, 0.0219, -0.2045
Si, 22.7632, -22.8764, 17.8876, -0.0269, 0.0199, -0.1977
Si, -6.5966, 6.5048, 22.4576, -0.0127, 0.0186, -0.2218
Si, 3.1972, -8.8915, 20.5701, -0.0349, 0.0005, -0.2056
Si, -8.8385, 15.2253, 22.5251, 0.0376, -0.0039, -0.1828
Si, 38.0183, 16.5153, 17.0403, -0.0041, 0.0239, -0.1741
Si, 11.5672, 3.6229, 17.9299, 0.0277, 0.0092, -0.1712
Si, 9.2572, -14.3015, 19.2187, 0.0235, 0.0064, -0.2199
Si, 12.4721, 14.9833, 17.8596, -0.019, 0.0058, -0.2014
O, 2.7775, -2.7044, -9.1633, -0.0004, 0.004, 0.0431
O, 10.8184, 16.4233, -9.2103, 0.0053, -0.0047, 0.0459
O, -9.7583, 1.2167, -7.3406, 0.0059, -0.0033, 0.0555
O, 1.011, 5.0493, -8.2116, -0.0364, 0.0386, 0.0867
O, -11.449, 17.8578, -1.1096, 0.0144, -0.0519, 0.126
O, -6.8914, -2.1962, -5.0909, -0.0007, -0.0471, 0.153
O, 3.5036, 7.3171, -5.5201, -0.0146, -0.0235, 0.1497
O, 4.9955, 15.8396, -6.028, -0.029, -0.0373, 0.1074
O, -6.6493, -4.214, -3.5062, 0.0077, -0.0172, 0.0652
O, -7.3124, 2.3676, -3.7288, -0.0533, -0.0063, 0.1544
O, -2.0844, 12.0253, -1.1998, -0.0219, 0.0526, 0.1355
O, 10.6196, 7.5965, -5.6031, 0.0284, 0.056, 0.1227
O, 4.0973, 1.0058, -8.0725, 0.0335, -0.0403, 0.0917
O, 12.7555, -2.2859, -1.4725, 0.0406, -0.0358, 0.1168
O, 6.4084, 5.2432, -3.9991, -0.0367, -0.0106, 0.0825
O, 1.0876, -7.3068, -8.2632, 0.0108, 0.0056, 0.1267
O, -2.9393, 2.8553, -9.4822, 0.0064, 0.0039, 0.0461
O, 15.0656, 16.7884, -3.9182, -0.009, -0.0156, 0.0769
O, 0.2538, 13.899, -2.1658, 0.0094, 0.0298, 0.0708
O, -9.3908, 12.9614, -7.0023, -0.0191, -0.0035, 0.0607
O, 22.7194, 1.8902, -3.3037, -0.0157, -0.0044, 0.0767
O, -15.571, 11.2217, -6.7938, -0.0041, 0.0072, 0.0599
O, 5.7789, 5.6591, -1.4257, -0.0109, 0.0137, 0.1551
O, 11.2062, 10.6442, -9.028, -0.009, 0.0082, 0.0343
O, 9.6192, 1.2937, -0.1399, 0.0134, -0.0055, 0.0539
O, 11.0399, -0.6707, -6.4645, -0.0131, -0.0067, 0.0691
O, 11.3787, 3.8375, -8.178, -0.0136, -0.0098, 0.1326
O, 1.8662, 9.1747, -0.4129, 0.0018, -0.0108, 0.0538
O, 0.2852, 16.436, -5.9595, -0.0177, 0.0429, 0.0954
O, 3.6343, 23.722, -8.1708, -0.014, 0.0457, 0.1268
O, 20.5532, 11.5651, -3.4712, -0.0053, -0.0022, 0.0784
O, 2.5786, 19.2496, -8.979, 0, -0.004, 0.0359
O, 10.9166, 9.8266, -4.1663, -0.0128, 0.0255, 0.0747
O, 8.7925, 7.3486, -1.0334, -0.043, 0.0465, 0.1174
O, 15.6666, 11.8221, -3.4241, 0.0206, -0.0013, 0.084
O, 3.384, 13.2569, 22.9652, -0.0202, 0.026, 0.1697
O, 6.9584, -6.227, 16.3933, -0.0219, 0.0107, 0.1339
O, -5.6304, 2.4554, 18.6443, -0.0376, -0.027, 0.074
O, -8.3934, 2.7808, 23.1286, 0.0138, 0.0154, 0.1438
O, -1.3999, 1.7904, 16.6268, -0.0079, 0.025, 0.1195
O, -6.8744, 12.3447, 24.1135, -0.0104, 0.0067, 0.0613
O, 4.0063, 6.2185, 21.2385, 0.0416, -0.0431, 0.0886
O, 1.1234, 18.0345, 20.5207, 0.0783, -0.001, 0.1233
O, -3.201, 12.0436, 20.7857, 0.0076, -0.0382, 0.1121
O, -2.9608, 24.8541, 15.4568, 0.0079, -0.0064, 0.0337
O, 2.9738, 9.5765, 17.8083, 0.0045, -0.0058, 0.0633
O, -7.778, 22.2443, 18.8877, -0.0561, 0.0019, 0.1193
O, -2.6476, -8.737, 22.7651, 0.0076, -0.0239, 0.167
O, 1.897, 12.5744, 20.8944, -0.0197, -0.0012, 0.0838
O, 5.375, 5.5469, 15.4506, -0.0008, 0.0021, 0.0367
O, -7.6398, 14.8983, 17.1225, 0.0271, 0.0278, 0.1008
O, 4.0238, -2.1521, 20.5183, -0.0214, -0.0522, 0.1433
O, 23.9698, 9.5808, 18.9405, 0.0321, -0.0206, 0.1431
O, -6.9165, 12.3544, 16.4862, -0.0317, 0.0302, 0.0819
O, -0.9648, 7.6892, 20.6092, -0.075, 0.0243, 0.11
O, -0.8048, 35.1569, 19.0233, 0.0451, -0.0465, 0.1048
O, -3.2462, 19.4713, 18.1957, -0.0063, -0.0032, 0.0573
O, 8.2125, 32.94, 22.112, -0.0227, -0.0264, 0.0757
O, 9.8545, 6.4686, 16.6058, 0.0211, -0.0211, 0.1662
O, -7.743, 9.8346, 21.4689, 0.0346, 0.0182, 0.0788
O, -2.8046, -16.6823, 18.5907, 0.0275, 0.0056, 0.1113
O, 21.7996, -7.8344, 17.8068, 0.0078, 0.002, 0.0704
O, 2.5012, 15.1405, 18.5727, 0.0291, -0.0047, 0.0781
O, 16.9458, 8.8655, 18.8477, -0.0238, -0.0408, 0.1029
O, 24.1713, -2.2398, 21.4132, -0.0352, 0.0309, 0.1051
O, 12.6203, -0.4841, 21.0917, -0.0576, -0.0209, 0.1273
O, 15.1972, 12.657, 16.2946, 0.0216, 0.0046, 0.1372
O, 16.5117, 22.6172, 18.5773, 0.0175, 0.0559, 0.1338
O, 10.4583, 14.4868, 21.8045, 0.0414, 0.0271, 0.096
O, -3.7838, -2.7959, 18.6014, 0.0244, -0.0337, 0.0904
O, 5.7867, -17.2912, 15.967, -0.0201, 0.025, 0.0922
O, 1.5901, 7.2203, 20.6806, 0.0324, -0.0022, 0.0815
O, 0.3048, 13.7679, 18.1841, -0.0014, 0.004, 0.0649
O, 6.0366, 9.7248, 20.9894, -0.041, 0.0177, 0.0792
O, 8.0962, 14.6301, 23.8712, 0.0205, -0.0398, 0.1116
O, 3.6027, -7.4364, 21.2025, 0.0224, 0.0431, 0.081
O, -9.4186, 9.2801, 24.046, 0.0054, 0.0004, 0.0529
O, 1.6751, 14.8808, 24.2126, 0.0298, -0.0174, 0.0844
O, 10.5723, 7.5397, 21.5485, -0.0293, -0.0418, 0.1152
O, 2.1569, 2.2062, 22.9174, -0.0036, 0.0583, 0.1505
O, 16.1258, 16.371, 23.1166, -0.0343, 0.0232, 0.1062
O, 14.7112, 12.0196, 18.6741, -0.052, 0.0098, 0.1095
O, 3.8697, 23.4366, 24.1199, -0.0143, 0.0074, 0.0583
O, 14.5, 1.6668, 24.1817, -0.0118, 0.0122, 0.0478
O, 7.0169, 3.6838, 16.2418, 0.0279, -0.0396, 0.0904
O, 5.9518, 15.5595, 22.9246, -0.0304, 0.0197, 0.0996
O, 4.6313, 20.052, 21.8035, -0.0033, -0.014, 0.0574
O, -3.833, 3.7479, 24.1504, 0.0104, -0.0084, 0.0443
O, -3.4956, -8.2984, 20.2955, 0.0267, 0.0062, 0.0803
O, -8.1241, 8.1198, 15.4386, -0.0008, 0.0041, 0.0442
O, 0.8537, 11.2911, 23.0061, 0.0061, -0.0608, 0.1363
O, 4.8617, 12.0339, 15.9831, 0.0384, -0.0013, 0.1113
O, -7.37, 16.7741, 19.0129, -0.0062, 0.0136, 0.0738
O, 3.7439, 1.4102, 21.0182, 0.0095, 0.0108, 0.0835
O, 12.7275, 14.8235, 16.2741, 0.0152, -0.0154, 0.1485
O, 4.3492, 13.3536, 18.1044, -0.0289, 0.0374, 0.0918
O, 0.9938, 4.2675, 24.025, -0.0057, 0.0131, 0.0497
O, 21.8393, 11.026, 18.3365, 0.0018, -0.0173, 0.0701
O, 10.7701, 21.8615, 23.2026, 0.0479, -0.0443, 0.1148
O, 4.742, 10.3714, 23.2045, 0.0374, 0.0119, 0.1653
O, 8.9154, 1.8121, 16.1039, -0.0342, 0.023, 0.0937
O, 8.1601, 2.8643, 18.3789, 0.0288, -0.0042, 0.1208
O, 15.2552, -9.5305, 16.3364, 0.0369, -0.0298, 0.0933
O, 1.0949, -0.9264, 16.2957, -0.0188, 0.0101, 0.147
O, -0.9149, 6.3246, 24.0475, 0.016, -0.0126, 0.0506
O, -4.8112, 16.2626, 23.4196, -0.0286, 0.0314, 0.1246
O, 0.0006, -5.4297, 14.9171, 0.002, 0.002, 0.0459
O, 14.4838, -2.1176, 20.2133, 0.0043, 0.0049, 0.0763
O, 14.1829, 9.8268, 21.7519, 0.0042, 0.0117, 0.0686
O, -1.2498, -11.9254, 17.2908, -0.0059, -0.0204, 0.0628
O, 18.3234, 15.9943, 21.8627, -0.0179, -0.0225, 0.0816
O, 10.7751, 10.5461, 22.8742, 0.0166, 0.0157, 0.1611
O, 8.8302, 5.5718, 21.4908, 0.0417, 0.0099, 0.1149
O, 7.476, 7.601, 20.6182, -0.0019, -0.005, 0.0618
O, 7.6893, 13.6752, 15.1147, 0.0201, -0.0112, 0.0748
O, -5.263, 5.0512, 18.5275, -0.0182, 0.0304, 0.0664

Results
free energy: -229903.034 eV
free energy less fixed offsets of O -570.45, Si -639.56 eV per atom: -3.474 eV

The program warned: the cutoff lies below the one the program advises for these potential files; the forces do not sum to zero within the program's tolerance; empty levels may hold ghost states of the PAW files; the exchange-correlation potential is rough where the density is thin.
